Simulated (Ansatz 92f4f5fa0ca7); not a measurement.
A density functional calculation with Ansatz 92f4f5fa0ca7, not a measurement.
Periodic cell of 236 atoms, Si145O89B2, from a study of silicon, its oxide and their interface. The atomic structure is a simulated model.
Doubt: the cutoff is far below the 930 eV that the study's wrapper takes by default for these files, so forces and energies are approximate.

Settings
functional: PBE
potential files: Ansatz PAW
basis: plane waves
wave-function cutoff: 580 eV
density cutoff ratio: 5
exchange-correlation grid ratio: 1
k mesh: 1 x 1 x 1, Gamma-centred
self-consistency stop: 5e-08 eV per atom in the density residual
occupations: fixed
spin: none
net charge: 0

Cell vectors (angstrom)
a, 11.6015, 0, 0
b, 0, 10.938, 0
c, 0, 0, 32.0622

Atoms and the computed forces on them: element, x, y, z (angstrom), force x, y, z (eV/angstrom)
Si, -0.1954, -0.0698, 23.2589, 0.0027, 0.0183, 0.011
Si, 3.6733, 0.2073, 23.0779, 0.0037, 0.0261, -0.0031
Si, 7.5523, -0.1332, 23.4328, -0.0113, 0.0199, 0.0005
Si, 1.6871, 1.3727, 23.401, -0.0138, -0.0135, -0.0025
Si, 5.7354, 1.4119, 23.1745, 0.0043, -0.0226, -0.0072
Si, 9.4446, 1.2283, 23.344, 0.0078, -0.0119, -0.0017
Si, 0.1654, 5.3231, 23.444, -0.0048, 0.0163, -0.022
Si, 4.1187, 5.296, 23.3752, 0.0193, 0.0151, -0.0141
Si, 8.033, 5.6088, 23.5319, -0.0008, 0.0056, -0.0013
Si, 2.1627, 6.5971, 23.3565, -0.0064, 0.0023, 0.0132
Si, 5.9649, 6.7688, 23.4658, -0.0042, -0.0102, -0.0018
Si, 10.0068, 6.8709, 23.5852, 0.0069, -0.006, 0.0048
Si, 1.9019, 2.6626, 25.3701, 0.0106, 0.0018, -0.0014
Si, 5.8283, 2.6563, 25.245, 0.0093, -0.003, -0.0107
Si, 9.6311, 2.6869, 25.2491, -0.0003, -0.0062, -0.0066
Si, 11.5989, 4.0087, 25.3703, -0.0023, 0.0062, 0.0056
Si, 3.8899, 3.9736, 25.3065, -0.0061, 0.0052, 0.0165
Si, 7.7413, 4.0908, 25.3292, 0.0007, 0.0217, 0.0194
Si, 1.9739, 8.1518, 25.1892, 0.0067, -0.0008, 0.0078
Si, 5.7735, 8.1681, 25.3531, -0.0057, 0.0009, 0.0091
Si, 9.7096, 8.2679, 25.4183, -0.003, 0.0011, 0.0151
Si, 11.6392, 9.5629, 25.255, -0.0049, 0.0016, -0.0106
Si, 3.8648, 9.5909, 25.0614, 0.0052, -0.0014, -0.0244
Si, 7.6871, 9.524, 25.3976, 0.0141, 0.0013, -0.0038
Si, 11.6497, -0.0093, 27.2009, -0.0083, -0.0011, -0.0001
Si, 3.9002, -0.0544, 27.1154, 0.0083, 0.0089, -0.0237
Si, 7.7564, -0.0155, 27.2793, 0.0027, -0.0172, 0.0069
Si, 1.9849, 1.3136, 27.2719, -0.0001, 0.0032, 0.0062
Si, 5.8265, 1.3235, 27.1997, -0.0065, 0.0009, -0.0139
Si, 9.6939, 1.3332, 27.2002, 0.008, 0.0049, -0.0148
Si, 11.5918, 5.4698, 27.2291, 0.0062, -0.0014, 0.0062
Si, 3.8456, 5.4194, 27.2062, -0.0069, 0.0041, 0.0099
Si, 7.7114, 5.4606, 27.2561, 0.0025, -0.014, 0.008
Si, 1.9376, 6.8264, 27.1756, -0.0017, -0.0106, -0.0152
Si, 5.7576, 6.7995, 27.2651, 0.0136, -0.0022, 0.0044
Si, 9.6544, 6.8181, 27.274, -0.0143, -0.0037, 0.0079
Si, 1.9467, 2.7223, 29.1731, -0.0408, 0.0103, -0.0206
Si, 5.7904, 2.7103, 29.1359, 0.0069, -0.0008, 0.0398
Si, 9.6811, 2.7244, 29.1375, -0.0223, -0.0045, 0.0505
Si, 0.0119, 4.0979, 29.1608, 0.0104, -0.0071, -0.0219
Si, 3.8636, 4.0879, 29.1645, 0.0389, 0.0196, -0.0169
Si, 7.7283, 4.0789, 29.173, 0.0115, 0.0096, -0.051
Si, 1.9417, 8.185, 29.1317, 0.0101, -0.0139, 0.0145
Si, 5.7881, 8.1905, 29.1766, 0.0267, -0.0069, -0.0697
Si, 9.6709, 8.2038, 29.188, 0.0219, -0.0061, -0.0651
Si, 0.0091, 9.5598, 29.143, 0.0043, 0.0182, 0.0478
Si, 3.8725, 9.565, 29.1115, -0.0358, 0.0356, 0.095
Si, 7.732, 9.5462, 29.1923, -0.0245, 0.0136, -0.0324
Si, 0, 0, 31.0965, 0.028, 0.0086, -0.1022
Si, 3.8672, 0, 31.0965, -0.0152, -0.0196, -0.2835
Si, 7.7343, 0, 31.0965, -0.0398, 0.059, 0.1165
Si, 1.9336, 1.3673, 31.0965, -0.0192, -0.0937, 0.1
Si, 5.8008, 1.3673, 31.0965, -0.0125, -0.0038, -0.1347
Si, 9.6679, 1.3673, 31.0965, 0.0088, -0.0524, -0.1211
Si, 0, 5.469, 31.0965, 0.0041, -0.0176, 0.0019
Si, 3.8672, 5.469, 31.0965, 0.0108, 0.0188, -0.0333
Si, 7.7343, 5.469, 31.0965, -0.008, -0.0447, 0.0133
Si, 1.9336, 6.8362, 31.0965, 0.0171, 0.0093, -0.1459
Si, 5.8008, 6.8362, 31.0965, -0.0468, -0.0794, 0.1027
Si, 9.6679, 6.8362, 31.0965, 0.0343, -0.1724, 0.1339
Si, 1.9336, 2.7345, 0.9679, -0.0617, -0.053, 0.1747
Si, 5.8008, 2.7345, 0.9679, -0.0095, -0.0466, -0.1675
Si, 9.6679, 2.7345, 0.9679, 0.0146, -0.0664, 0.1277
Si, 0, 4.1018, 0.9679, -0.1045, -0.0607, -0.1612
Si, 3.8672, 4.1018, 0.9679, 0.0077, -0.0316, 0.1648
Si, 7.7343, 4.1018, 0.9679, 0.0335, -0.0091, -0.0255
Si, 1.9336, 8.2035, 0.9679, -0.0209, 0.0037, -0.0635
Si, 5.8008, 8.2035, 0.9679, -0.0001, 0.0273, -0.0126
Si, 9.6679, 8.2035, 0.9679, -0.0446, 0.1525, 0.0193
Si, 0, 9.5708, 0.9679, -0.0259, 0.0557, 0.2121
Si, 3.8672, 9.5708, 0.9679, -0.072, -0.0157, 0.0539
Si, 7.7343, 9.5708, 0.9679, 0.0439, -0.0013, 0.0815
Si, 11.5794, -0.0258, 2.9628, -0.033, -0.0339, -0.0407
Si, 3.8301, 0.0054, 2.9202, 0.0194, -0.0193, 0.0733
Si, 7.7372, -0.0242, 2.9294, 0.0131, -0.0059, -0.0156
Si, 1.9, 1.3798, 2.9354, -0.0917, 0.0388, 0.0217
Si, 5.7985, 1.3316, 2.8615, 0.014, 0.0111, 0.0142
Si, 9.6496, 1.3572, 2.924, 0.0334, 0.0225, -0.0975
Si, 11.5469, 5.4787, 2.8698, 0.0587, 0.0361, 0.0026
Si, 3.8577, 5.4719, 2.9186, -0.0419, -0.0062, -0.0524
Si, 7.729, 5.4832, 2.8841, 0.0015, 0.0403, -0.0015
Si, 1.8954, 6.8, 2.8671, 0.0061, 0.0029, -0.0168
Si, 5.7965, 6.832, 2.8876, 0.0032, 0.0084, 0.0062
Si, 9.6453, 6.8744, 2.9158, -0.0295, -0.2408, -0.1802
Si, 1.8601, 2.81, 4.856, 0.098, -0.0508, 0.0578
Si, 5.7912, 2.7229, 4.749, -0.0133, -0.0291, -0.0116
Si, 9.6003, 2.7766, 4.8285, -0.0051, -0.0515, 0.0588
Si, 11.516, 4.1477, 4.8023, -0.1028, 0.0774, -0.1155
Si, 3.8606, 4.1085, 4.8617, -0.0046, -0.0529, -0.0012
Si, 7.6897, 4.1495, 4.8234, 0.0488, 0.0427, -0.0749
Si, 1.8603, 8.1246, 4.8021, 0.0591, -0.0126, 0.0091
Si, 5.7793, 8.2399, 4.7821, 0.0177, -0.0071, 0.0744
Si, 9.6212, 8.0759, 4.9666, -0.0241, 0.7455, -0.0986
Si, 11.5568, 9.5333, 4.933, 0.0011, 0.03, -0.0816
Si, 3.7906, 9.4617, 4.7921, 0.0017, 0.0239, -0.0586
Si, 7.7412, 9.5845, 4.905, 0.0271, -0.0619, -0.0494
Si, 11.5426, 0.0915, 6.8493, -0.0076, -0.0848, 0.1141
Si, 3.7566, -0.0545, 6.6373, 0.0354, -0.0222, -0.0603
Si, 7.7326, 0.0264, 6.8957, 0.1025, 0.1065, -0.0135
Si, 1.9898, 1.4345, 6.7892, 0.0609, 0.0897, -0.0766
Si, 5.7149, 1.2623, 6.611, -0.0157, -0.0047, -0.0217
Si, 9.6663, 1.5038, 6.8364, -0.0169, -0.1115, -0.0024
Si, 11.2833, 5.6575, 6.6536, 0.2657, -0.4345, 0.2503
Si, 3.874, 5.4715, 6.8397, 0.0967, -0.2059, 0.0728
Si, 7.8104, 5.7235, 6.6564, -0.3117, -0.3249, 0.3161
Si, 1.8259, 6.6926, 6.7015, -0.0927, 0.352, -0.0911
Si, 5.7984, 6.9482, 6.7481, 0.0484, 0.2351, -0.0568
B, 9.5722, 6.5953, 6.2874, 0.0605, -0.2229, -0.0815
O, 7.7512, 9.9126, 8.2095, -0.1235, -0.038, 0.0608
O, 7.5521, 4.845, 8.065, 0.0994, -0.0115, 0.1704
O, 3.4485, 10.3826, 8.2108, -0.0603, -0.0124, 0.1111
O, 1.8235, 7.7358, 7.9916, -0.0133, -0.0355, 0.0251
O, 3.9482, 4.5655, 8.2584, -0.0242, 0.0987, -0.0264
O, 9.854, 2.468, 8.1935, 0.0408, 0.0259, 0.0989
O, 2.5766, 2.3037, 8.1235, -0.021, -0.0206, 0.03
O, 11.297, 4.7157, 8.0291, -0.166, -0.0727, 0.1411
O, 5.3205, 2.3585, 7.7925, -0.0049, 0.0513, 0.077
O, 5.8906, 7.9635, 8.0818, 0.0274, 0.0228, 0.0699
O, 11.1786, 10.0848, 8.1787, -0.0125, 0.2686, -0.4965
O, 11.2735, 10.0747, 21.7835, 0.0031, 0.001, -0.0016
O, 3.2461, 10.7536, 21.4858, 0.0038, 0.0001, 0.0101
O, 5.7685, 7.7786, 22.1521, -0.0029, 0.006, -0.0024
O, 4.221, 4.4515, 21.9225, -0.0058, 0.0004, 0.0036
O, 7.6791, 9.685, 22.1767, 0.0049, -0.0046, -0.0062
O, 10.3047, 7.6635, 22.1567, -0.0037, 0.0051, -0.0026
O, 1.6094, 2.4059, 22.1036, 0.0084, -0.0003, -0.0021
O, 5.9448, 2.4426, 21.8618, -0.0016, 0.0097, 0.0007
O, 8.456, 4.7146, 22.192, -0.0015, 0.0096, -0.005
O, -0.0588, 4.4666, 22.0153, 0.0045, 0.005, 0.0031
O, 2.3447, 7.4209, 21.9311, 0.0084, 0.0003, 0.0225
O, 9.1335, 1.8794, 21.8444, 0.0028, -0.0047, -0.003
Si, 1.8941, 8.0142, 9.5754, 0.0132, 0.0861, -0.0258
Si, 5.0628, 0.6148, 17.637, 0.0048, 0.017, 0.023
Si, 2.4992, 5.4858, 13.9624, 0.0089, -0.012, 0.0552
Si, 10.6054, 3.9293, 14.0408, -0.016, 0.0008, 0.0607
Si, 8.3285, 2.4143, 15.22, -0.0116, 0.0018, 0.0427
Si, 9.5548, 2.2517, 20.3201, 0.0075, 0.0054, 0.0043
Si, 10.5308, 3.703, 9.0473, -0.0106, 0.0735, -0.0346
Si, 0.0924, 2.4518, 11.5705, -0.0198, 0.0229, -0.0307
Si, 11.0613, 8.1994, 15.4388, -0.017, -0.0198, 0.0347
Si, 5.1917, 6.9718, 13.9448, 0.0297, -0.0127, 0.0592
Si, 5.7734, 2.6681, 11.0503, -0.0002, 0.0308, -0.019
Si, 8.5768, 7.6714, 19.3637, -0.0016, -0.0048, 0.0135
Si, 8.1223, 4.8542, 20.6076, 0.0053, -0.0005, -0.0014
Si, 5.9765, 9.6372, 15.1437, 0.0049, 0.0055, 0.0664
Si, 2.1192, 7.6587, 20.3405, -0.0018, -0.0026, -0.0102
Si, 1.9551, 4.9081, 18.7875, 0.0017, 0.0035, 0.0093
Si, 4.5158, 3.4658, 17.9797, -0.0026, -0.0069, 0.0098
Si, 8.5196, 8.965, 16.8094, -0.0214, 0.0058, 0.0404
Si, 0.8664, 9.595, 13.3815, -0.0443, 0.0237, 0.0035
Si, 10.0204, 10.835, 11.8113, -0.0428, -0.0152, -0.1932
Si, 5.355, 3.7122, 20.9939, 0.0157, -0.0043, -0.0028
Si, 0.6141, 5.5647, 16.2593, 0.0151, -0.0174, 0.0196
B, 11.2655, 9.7867, 9.4971, 0.0232, -0.0848, 0.5547
Si, 6.5652, 8.8955, 21.2744, -0.0043, 0.0077, 0.0066
Si, 7.1407, 7.1341, 11.4665, 0.0217, -0.0324, -0.0453
Si, 2.7078, 0.7725, 12.1949, 0.0549, 0.0437, 0
Si, 10.8841, 8.6745, 21.0223, 0.0067, 0.0051, 0.004
Si, 6.0651, 4.3546, 15.5881, -0.0118, -0.011, 0.0251
Si, 7.1365, 0.5389, 12.9175, 0.0054, 0.0321, 0.0107
Si, 4.0203, 2.957, 8.5812, 0.0693, -0.0826, -0.0545
Si, 0.8306, 6.8845, 11.8838, -0.0427, 0.0052, 0.1311
Si, 6.6465, 9.0471, 9.0611, -0.0196, -0.0503, -0.0638
Si, 0.6754, 3.299, 21.1254, -0.0052, -0.0059, 0.0002
Si, 9.7883, 6.5898, 12.9416, -0.022, 0.0043, -0.0141
Si, 7.7502, 4.5958, 9.6648, -0.0057, -0.024, -0.138
Si, 3.9992, 10.0954, 20.1793, 0.0139, -0.0076, 0.0082
Si, 4.2976, 3.1096, 13.4579, 0.021, 0.0185, 0.0393
Si, 3.9394, 10.024, 9.732, -0.0383, 0.0371, -0.0802
Si, 8.0748, 0.8138, 17.9935, -0.0057, 0.0038, 0.0373
O, 11.6184, 3.3828, 12.8971, 0.0149, -0.0081, -0.016
O, 9.3542, 4.4537, 9.9043, 0.0288, -0.0388, 0.0505
O, 8.7998, 3.6063, 19.8396, -0.003, 0.0017, -0.0057
O, 4.0806, -0.0536, 18.7603, 0.0006, 0.001, -0.0048
O, 11.3263, 4.5853, 15.3337, -0.0039, -0.0013, -0.0297
O, 10.2392, 10.0863, 10.3723, -0.0135, 0.0211, -0.224
O, 3.8122, 1.6052, 13.0648, -0.0239, -0.0225, -0.0159
O, 0.7039, 9.1238, 14.9354, 0.0147, 0.0098, -0.0414
O, 6.4938, 1.0538, 18.3215, 0.0042, 0.0064, -0.0095
O, 4.781, 3.1815, 19.5713, 0.0036, 0.0022, -0.0007
O, 6.3187, 1.2547, 11.6887, 0.0082, -0.0174, 0.0084
O, 0.7906, 9.1583, 9.9757, -0.0656, 0.0686, -0.097
O, 5.6584, 4.3386, 17.1808, 0.0114, 0.0098, -0.0168
O, 8.3953, 7.2246, 12.4754, -0.0027, 0.023, 0.0153
O, 4.392, 2.6186, 10.1402, -0.0125, -0.0132, 0.0307
O, 2.0757, 5.6741, 15.526, 0.0036, 0.0024, -0.0377
O, 3.4042, 0.0458, 10.9178, 0.0168, -0.0193, 0.0238
O, 5.8623, 7.2327, 12.4722, 0.0134, 0.0108, -0.009
O, 2.3356, 6.3569, 19.4065, 0.0056, 0.0055, -0.0009
O, 0.6877, 4.9749, 17.7708, -0.0001, 0.0125, -0.022
O, 8.4676, 10.7411, 12.3009, 0.0087, -0.0059, 0.0205
O, 5.5576, 10.0864, 9.6886, 0.0135, -0.0156, 0.0017
O, 0.5924, 8.1858, 20.1872, 0.0031, -0.0072, -0.0046
O, 9.8145, 2.6464, 14.6322, 0.0075, 0.0054, -0.0256
O, 2.0725, 10.6661, 13.268, -0.0045, -0.0016, -0.0082
O, 9.9929, 9.1647, 16.1701, 0.0304, -0.0044, -0.0272
O, 6.1937, 10.3989, 13.71, 0.0203, 0.0059, -0.0375
O, 7.513, 1.6295, 14.0618, 0.0027, -0.0257, -0.0293
O, 1.6662, 3.9128, 20.0182, 0.003, 0.0028, -0.0025
O, 5.9354, 5.82, 14.8648, -0.0088, 0.0244, -0.0261
O, 7.4049, 9.0073, 15.6356, 0.002, 0.0046, -0.0267
O, 1.5201, 1.6894, 11.5798, -0.0011, -0.0162, 0.0003
O, 7.2989, 8.32, 10.3573, 0.0062, 0.0126, 0.0593
O, 4.3227, 2.0149, 17.2412, 0.0069, 0.0095, -0.0034
O, 6.9874, 3.239, 10.1345, -0.0333, -0.0263, 0.0267
O, 11.5841, 7.0514, 16.4548, -0.0012, 0.0319, -0.016
O, 8.2417, 10.1604, 17.8429, 0.0048, -0.0025, -0.0201
O, 3.3785, 8.5172, 10.0195, -0.0049, -0.0284, 0.0115
O, 7.6126, 3.8544, 15.4951, 0.0175, 0.0014, -0.0156
O, 3.166, 4.3423, 17.8822, 0.0063, 0.0047, -0.0028
O, 2.9392, 3.9688, 13.616, -0.0187, 0.0114, -0.0232
O, 1.292, 8.3185, 12.4843, 0.0009, -0.0041, 0.0083
O, 1.2402, 5.7768, 12.9865, -0.0024, 0.0139, -0.0131
O, 5.0435, 8.3449, 14.8177, -0.0009, -0.0024, -0.0253
O, 11.1755, 2.4089, 20.3143, 0.0039, 0.0021, -0.0023
O, 11.0205, 10.2029, 12.9261, 0.0551, -0.0141, 0.0466
O, 5.3341, 3.6431, 12.2973, 0.0007, -0.0049, -0.0027
O, 5.1098, 3.2405, 14.8583, -0.0032, 0.0044, -0.0251
O, 6.4906, 4.815, 20.5528, -0.0024, 0.0033, -0.0018
O, 8.4591, 1.5701, 16.605, 0.0095, 0.0205, -0.0306
O, 10.3968, 1.464, 11.5964, 0.0401, 0.025, 0.0088
O, 10.824, 6.7445, 11.6861, 0.0337, 0.0207, -0.0163
O, 3.2406, 8.7098, 19.8233, -0.0063, 0.0084, -0.0065
O, 1.5454, 6.6707, 10.4364, 0.0335, -0.032, -0.0034
O, 7.1634, 8.1835, 19.9619, 0.0051, -0.0016, -0.0015
O, 8.48, 7.6093, 17.7306, 0.0098, 0.0099, -0.024
O, 3.6834, 6.5111, 13.6025, -0.0031, 0.0204, -0.021
O, 9.5954, 5.0298, 13.3728, 0.0107, 0.0213, -0.0194
O, 5.5264, 9.995, 20.72, -0.0009, -0.009, -0.0018
O, 10.337, 7.4602, 14.1883, 0.0039, -0.0001, -0.0152
O, 8.7872, 6.1623, 19.9228, -0.0019, -0.0045, 0.0059
O, 7.125, 5.7648, 10.5938, -0.0437, 0.0477, 0.0981
O, 5.3127, 10.5886, 16.3202, 0.0106, -0.0105, -0.035
O, 9.071, 1.1626, 19.2254, -0.0011, -0.0027, -0.016
O, 11.6407, 3.2451, 10.1458, 0.0076, -0.046, 0.0554
O, 9.7378, 8.71, 19.8636, -0.0025, 0.0009, -0.0071

Results
free energy: -143102.958 eV
free energy less fixed offsets of B -154.04, O -568.88, Si -635.61 eV per atom: -1.108 eV

The program warned: the cutoff lies below the one the program advises for these potential files; the exchange-correlation potential is rough where the density is thin.
